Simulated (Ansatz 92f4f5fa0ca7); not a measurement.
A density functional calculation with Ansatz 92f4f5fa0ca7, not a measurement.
Periodic cell of 184 atoms, Si120O64, from a study of silicon, its oxide and their interface. The atomic structure is a simulated model.
This geometry differs little from another in the collection (a relaxation step or a small displacement).

Settings
functional: r2SCAN
potential files: Ansatz PAW
basis: plane waves
wave-function cutoff: 800 eV
density cutoff ratio: 5
exchange-correlation grid ratio: 1
k mesh: 1 x 1 x 1, shifted by 0.5 0.5 0 of a step
self-consistency stop: 1e-10 eV per atom in the density residual
occupations: fixed
spin: none
net charge: 0

Cell vectors (angstrom)
a 10.888 0 0
b 0 10.888 0
c 0 0 27.0439

Atoms: element, x, y, z (angstrom)
Si 0.3786 -0.4601 0.0158
Si 2.9927 2.6042 0.0512
Si -0.3266 5.8052 0.1157
Si 4.2622 9.7102 1.3863
Si 5.2916 0.4434 -0.0713
Si 8.1505 2.9092 0.2042
Si 5.6352 4.7263 -0.279
Si 8.9147 7.604 0.1274
Si 1.3649 1.3587 1.1951
Si 4.22 3.98 1.4453
Si 1.5091 6.7856 1.269
Si 2.8067 8.4439 0.1487
Si 6.8984 1.3543 1.4014
Si 9.5962 4.1767 1.4988
Si 7.0005 6.8877 1.289
Si 9.7207 9.3903 1.4158
Si 0.0806 2.7031 2.6753
Si 2.7615 0.0869 2.6949
Si 0.1657 8.0719 2.7898
Si 2.8335 5.4331 2.6617
Si 5.5416 2.6595 2.8327
Si 8.2645 -0.0806 2.6686
Si 5.5938 8.2366 2.6562
Si 8.1432 5.4469 2.8043
Si 1.4449 4.0736 4.0405
Si 4.0993 1.3596 4.1377
Si 1.4525 9.545 4.08
Si 4.1693 6.8479 4.0019
Si 6.8379 4.0753 4.1651
Si 9.5815 1.3441 4.0314
Si 6.893 9.5327 4.1007
Si 9.5723 6.7909 4.1128
Si 0.0345 -0.0076 5.4232
Si 2.7471 2.7375 5.465
Si 0.0394 5.4 5.433
Si 2.7946 8.1679 5.4181
Si 5.4664 -0.0239 5.4573
Si 8.2135 2.6866 5.4461
Si 5.4529 5.4703 5.4446
Si 8.2183 8.1657 5.4627
Si 1.3571 1.3713 6.8005
Si 4.0907 4.1059 6.808
Si 1.378 6.8212 6.7674
Si 4.1064 9.5028 6.8287
Si 6.8063 1.3658 6.8091
Si 9.5488 4.0591 6.81
Si 6.822 6.8185 6.8065
Si 9.5404 9.5484 6.8087
Si -0.0232 2.697 8.1853
Si 2.7 -0.0115 8.1524
Si -0.0192 8.1605 8.1574
Si 2.7185 5.4626 8.1355
Si 5.4329 2.7328 8.1811
Si 8.1438 -0.0047 8.1659
Si 5.4637 8.1597 8.1938
Si 8.1512 5.424 8.1572
Si 1.3399 4.1117 9.4697
Si 4.0599 1.3362 9.5203
Si 1.2863 9.559 9.5242
Si 4.0912 6.7752 9.5165
Si 6.7701 4.1116 9.5596
Si 9.4479 1.3653 9.5453
Si 6.7786 9.5582 9.5582
Si 9.4741 6.8049 9.5247
Si -0.1302 0.0056 10.9295
Si 2.668 2.7286 10.7998
Si -0.0439 5.4255 10.8445
Si 2.7011 8.1716 10.7676
Si 5.4158 0.0199 10.9528
Si 8.0762 2.7165 10.9224
Si 5.4069 5.4443 10.9756
Si 8.0849 8.1574 10.9075
Si 1.2314 1.4838 12.1643
Si 4.0164 3.9835 12.2344
Si 1.3523 6.8275 12.0982
Si 3.9949 9.4764 12.1974
Si 6.6999 1.437 12.3914
Si 9.479 4.0637 12.2191
Si 6.7043 6.8933 12.368
Si 9.3444 9.53 12.3193
Si -0.1281 2.6988 13.6832
Si 2.6092 0.0711 13.3519
Si 0.0342 8.1874 13.4577
Si 2.6054 5.3669 13.4242
Si 5.1655 2.6474 13.8259
Si 7.8982 -0.0329 13.7827
Si 5.2055 8.1936 13.7845
Si 8.2143 5.5174 13.5579
Si 1.0969 4.3341 14.8875
Si 3.9507 0.9909 14.9956
Si 1.1517 9.8125 14.676
Si 3.9885 6.4431 14.9251
Si 6.0876 4.1192 15.3981
Si 9.6699 0.9856 14.9723
Si 5.8607 10.1517 15.0147
Si 9.8744 6.6253 14.7637
Si 3.6066 7.4644 24.5008
Si -8.8601 29.2423 21.0182
Si 2.0069 26.4245 22.3092
Si -4.1772 30.8767 17.8703
Si 16.49 5.3388 20.0234
Si 14.2521 4.5337 24.7929
Si 9.0839 21.147 19.4737
Si 7.6033 14.9612 17.9538
Si -32.6903 29.6075 18.8888
Si -7.6563 3.1897 20.1048
Si 8.5386 39.507 17.3546
Si -2.0037 -24.9064 24.0442
Si -4.1064 -11.6874 21.615
Si -2.1048 -8.5749 24.4177
Si -11.4691 -0.3137 24.0878
Si 2.0683 -8.3678 17.187
Si 17.0267 7.2544 22.4933
Si -11.954 -9.007 17.8824
Si -11.441 26.7733 24.1293
Si -8.8412 20.5499 22.8267
Si 4.3755 7.9857 19.1878
Si 4.325 0.752 21.8195
Si 24.06 29.8927 16.8903
Si 28.0109 11.6752 24.0436
O -0.5322 -12.5278 -7.5466
O -6.4336 4.2305 -6.8328
O 10.9156 -16.2838 -11.693
O -20.4573 8.705 -5.2896
O 0.9791 7.0402 -7.1707
O 2.7075 19.5269 -3.1643
O -7.212 1.845 -6.1882
O -3.7664 18.466 -9.5102
O 19.4111 7.9038 -1.4329
O 6.0121 -15.7827 -5.579
O -5.958 18.1321 -3.4565
O 6.0579 17.1378 0.0834
O 0.5354 2.0998 -9.4327
O 9.5097 17.8869 -8.4111
O -1.3298 9.1902 -3.4216
O -7.8688 1.4679 16.3295
O -12.0912 0.8124 19.0887
O -3.921 -0.3725 23.1725
O 14.3743 8.0019 20.5355
O -5.9918 -6.2653 25.3155
O 1.6303 9.4515 26.6249
O 2.5585 14.4216 25.7992
O -1.7096 12.3177 16.4608
O -6.7871 12.3916 26.5845
O -12.5514 25.5859 23.9602
O 37.5461 1.2545 23.2706
O 13.7811 17.7536 16.0723
O -13.4907 5.289 17.1588
O -16.1843 9.0466 19.0332
O -4.9385 21.9003 25.5037
O 15.9659 5.4013 15.5934
O 6.8672 -6.2707 19.2984
O 7.5414 -3.5702 23.2763
O -2.682 10.2358 20.8448
O 11.6922 18.8064 17.5017
O -0.0871 37.7692 25.683
O 4.9864 6.4934 19.06
O 6.1156 20.7329 16.5915
O -0.0311 10.7765 15.2666
O 24.6097 -7.9916 18.5645
O 13.2035 17.0853 21.9576
O 18.34 4.5797 14.6681
O 3.1921 4.0396 23.2574
O 22.689 21.4896 23.4683
O 3.3544 -2.4578 18.0298
O 7.002 3.8737 26.5873
O 21.3146 10.6395 25.6942
O -8.9195 14.6955 20.9267
O -7.7003 10.5431 22.1265
O -4.3901 3.5077 16.8755
O -8.9979 3.8152 16.2208
O 9.2278 7.4364 16.0264
O 13.0301 9.3737 15.899
O 8.8391 13.9867 18.3412
O -1.893 23.9964 26.0288
O 20.4736 1.0923 23.6908
O -1.0151 -4.3857 23.7381
O 5.6216 11.0579 21.0237
O -13.7243 -1.0261 18.3019
O 6.1734 19.4789 21.5865
O 14.744 18.8615 26.0209
O -3.6818 -8.8093 24.1253
O 22.4059 -6.3331 23.1308
O 2.7999 27.8405 24.7492

Results
free energy: -113256.831 eV
free energy less fixed offsets of O -570.45, Si -639.56 eV per atom: -0.831 eV

Forces (eV/angstrom), in the order of the atoms: element, x, y, z
Si 0.0521 0.0052 0.1651
Si 0.0459 -0.0322 0.1168
Si 0.0158 0.0856 0.1298
Si -0.0334 -0.0248 0.019
Si -0.0256 -0.0079 0.1931
Si 0.0058 0.0141 0.1924
Si 0.0025 0.0268 0.1218
Si -0.0179 -0.0614 0.1707
Si -0.0042 -0.0053 0.0523
Si 0.0118 0.0143 0.0275
Si -0.0061 0.0119 -0.0005
Si -0.0244 0.0209 0.1689
Si 0.0405 -0.0091 -0.0054
Si -0.0444 0.0151 -0.0019
Si 0.0298 0.0919 0.0855
Si -0.0019 -0.0398 -0.0198
Si 0.0071 -0.0157 0.0221
Si 0.0278 -0.0308 0.0295
Si -0.0267 -0.0202 0.0294
Si 0.0301 0 0.0401
Si 0.0234 -0.0134 0.0568
Si 0.0208 0.032 0.059
Si -0.0526 -0.0233 0.0299
Si 0.0025 0.0489 -0.0115
Si -0.0157 0.0057 -0.023
Si 0.0154 -0.0061 -0.0074
Si -0.0025 0.01 -0.0186
Si 0.0118 -0.0056 0.006
Si -0.0266 -0.0307 0.011
Si -0.0207 -0.0158 0.0066
Si -0.0112 -0.0101 -0.0193
Si 0.0477 -0.0072 0.0185
Si -0.0233 -0.0212 -0.0088
Si -0.007 -0.0026 0.0299
Si -0.0128 0.0163 0.0019
Si -0.0337 -0.0192 -0.0196
Si 0.0193 -0.0055 0.0217
Si 0.0144 -0.0046 0.0101
Si 0.0221 0.0319 -0.0161
Si 0.0176 -0.0201 0.0208
Si 0.0197 -0.0067 0.0057
Si -0.0051 0.0173 0.0092
Si 0.0033 0.0315 0.0125
Si -0.0034 0.0101 -0.0224
Si -0.0047 0.0088 0.0134
Si -0.0033 0.0084 0.0054
Si 0.028 -0.0094 0.0232
Si 0.0116 -0.0134 0.0089
Si -0.014 0.0013 -0.0014
Si 0.0025 -0.0218 -0.0051
Si -0.0093 -0.004 -0.0122
Si 0.0027 -0.01 -0.0191
Si 0.0138 -0.0097 -0.0088
Si 0.0053 0.0046 -0.0127
Si -0.0256 -0.0196 -0.0089
Si -0.0016 0.0265 -0.0022
Si 0.0081 0.0209 -0.015
Si -0.0375 -0.0053 -0.0199
Si 0.0222 0.0113 -0.007
Si 0.0337 0.0513 0.0173
Si -0.0056 -0.0276 0.0156
Si 0.0037 -0.013 0.0029
Si 0.0041 -0.004 -0.0282
Si 0.0007 0.0024 -0.0027
Si -0.0069 0.0072 0.0186
Si 0.0151 -0.0123 0.0085
Si 0.0217 -0.0153 0.0024
Si -0.0233 -0.0053 -0.0139
Si 0.0014 -0.0201 0.0202
Si -0.0084 0.015 0.0019
Si -0.0176 0.0178 -0.001
Si 0.0119 -0.009 0.0237
Si -0.006 -0.0247 -0.0761
Si -0.0542 0.0824 -0.0446
Si -0.004 0.0058 -0.0306
Si -0.0349 0.0316 -0.0703
Si -0.0246 -0.0067 -0.0162
Si -0.0198 0.0636 -0.012
Si 0.043 -0.0516 -0.0393
Si 0.0503 -0.0116 -0.0601
Si 0.0061 -0.0492 -0.0045
Si 0.0649 -0.0258 0.0245
Si -0.0065 0.0297 -0.0371
Si 0.0199 -0.0063 -0.0605
Si -0.0203 -0.1154 -0.0269
Si -0.0142 0.0282 0.0318
Si 0.0057 0.0166 0.0597
Si 0.0574 0.0576 -0.0523
Si -0.0551 -0.0465 -0.1401
Si 0.0135 0.0688 -0.0616
Si -0.0181 0.0335 -0.1044
Si 0.0568 0.0232 -0.1332
Si -0.0451 -0.0116 0.0293
Si -0.0085 -0.0352 -0.1319
Si -0.0148 0.0179 -0.2059
Si -0.0348 -0.0154 -0.1337
Si 0.0269 0.0227 0.1063
Si 0.0247 0.0068 0.0059
Si 0.0036 -0.0213 0.0242
Si -0.0092 -0.0178 -0.0504
Si -0.0335 0.0142 -0.0323
Si 0.0035 -0.0478 0.1487
Si -0.0235 -0.0247 -0.037
Si -0.0817 0.0076 -0.1026
Si -0.0041 -0.0062 -0.0859
Si -0.0166 0.0082 -0.0484
Si 0.0268 -0.006 -0.0767
Si -0.0061 -0.0067 0.1632
Si -0.0263 0.0362 0.0352
Si -0.0076 -0.0257 0.1397
Si 0.0141 -0.0127 0.1382
Si 0.0136 0.0028 -0.1418
Si -0.0286 -0.0058 0.0454
Si -0.0105 0.0126 -0.1573
Si 0.0073 -0.0183 0.1154
Si 0.0005 -0.0103 0.0431
Si -0.0104 -0.0237 -0.0259
Si 0.0123 0.0186 0.0463
Si -0.0073 -0.0173 -0.1156
Si -0.0332 -0.0018 0.0918
O 0.0267 0.031 0.0393
O 0.0084 0.0016 0.0149
O 0.0186 -0.0151 0.0917
O -0.0036 0.0113 -0.0011
O -0.0096 -0.0253 0.009
O -0.0309 0.0083 -0.0535
O -0.0025 -0.0227 0.0102
O -0.0386 0.0069 0.0317
O 0.0111 0.0024 -0.2001
O 0.0198 -0.0175 0.0169
O 0.0213 0.0025 -0.0441
O 0.0054 -0.0218 -0.019
O 0.0222 -0.0087 0.0389
O -0.0057 0.0108 0.0523
O -0.0112 0.0152 -0.0708
O -0.0526 0.0382 0.0916
O 0.0135 -0.0104 0.0508
O 0.048 -0.0379 -0.0269
O -0.0026 0.0127 0.0162
O 0.0198 0.0318 -0.0925
O -0.0129 -0.0388 -0.05
O -0.0731 0.0455 -0.1284
O -0.0327 0.0077 0.093
O -0.0158 -0.0086 -0.095
O 0.0057 0.0103 -0.0566
O -0.029 0.0227 -0.0132
O -0.0425 0.0185 0.0793
O 0.0198 0.0017 0.0175
O -0.0002 0.0157 0.0369
O 0.0236 -0.0154 -0.1225
O 0.0629 -0.0175 0.0052
O 0.0152 0.0078 0.0594
O -0.0166 -0.0158 -0.0197
O 0.0028 -0.0029 0.0154
O -0.017 -0.0058 0.0232
O -0.0057 -0.0485 -0.1572
O 0.0088 -0.0115 -0.0158
O -0.0112 0.0095 0.1101
O -0.0113 0.0095 0.0351
O 0.0306 0.0051 0.0659
O 0.0145 0.0222 -0.0068
O -0.0346 -0.038 -0.066
O -0.0105 0.0076 -0.0333
O 0.0179 0.0063 -0.0317
O 0.0266 0.0107 0.0463
O -0.0117 0.0596 -0.0486
O -0.0476 -0.0136 -0.1252
O -0.0085 0.0042 0.0027
O 0.0063 0.0008 -0.0118
O 0.0284 -0.0234 0.0683
O 0.0493 -0.0134 0.0907
O -0.0108 0.0481 0.0894
O 0.054 -0.0368 0.0678
O 0.035 -0.029 0.0417
O 0.0263 -0.0227 -0.1287
O 0.0026 0.0009 -0.0537
O -0.0056 0.044 -0.0418
O -0.0037 -0.0057 -0.0332
O 0.0222 0.0336 -0.0042
O -0.0164 -0.013 -0.0154
O 0.014 -0.0205 -0.145
O -0.0016 0.0187 -0.0422
O 0.0027 -0.0206 -0.028
O -0.0287 0.0267 -0.0331

The program warned: the cutoff lies below the one the program advises for these potential files; the forces do not sum to zero within the program's tolerance; empty levels may hold ghost states of the PAW files; the exchange-correlation potential is rough where the density is thin.
